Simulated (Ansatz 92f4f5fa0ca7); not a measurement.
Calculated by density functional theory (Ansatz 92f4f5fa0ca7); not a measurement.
Periodic cell of 252 atoms, Si144O100N8, from a study of silicon, its oxide and their interface. The atomic structure is a simulated model.
Doubt: the cutoff is far below the 930 eV that the study's wrapper takes by default for these files, so forces and energies are approximate.
This geometry differs little from another in the collection (a relaxation step or a small displacement).

Settings: functional PBE; potential files Ansatz PAW; basis plane waves; wave-function cutoff 580 eV; density cutoff ratio 5; exchange-correlation grid ratio 1; k mesh 1 x 1 x 1, Gamma-centred; self-consistency stop 5e-08 eV per atom in the density residual; occupations fixed; spin none; net charge 0.

Cell vectors (angstrom)
a	10.938	0	0
b	0	10.938	0
c	-0.5492	4.6506	35.388

Atoms and the computed forces on them: element, x, y, z (angstrom), force x, y, z (eV/angstrom)
Si	1.0751	3.2243	28.1736	-0.0193	0.0199	0.0264
Si	3.7047	5.9168	27.9338	-0.0082	0.0199	0.0021
Si	0.4782	9.121	27.9996	0.0216	-0.022	0.0169
Si	3.1939	0.9274	27.8273	0.0109	-0.0144	-0.0104
Si	-4.9304	3.7137	27.6677	0.0091	-0.0079	0.0124
Si	-2.1283	6.2521	27.8787	0.0137	-0.0191	0.0111
Si	6.7166	8.6296	27.8896	-0.0285	0.0051	0.0196
Si	-1.8204	0.3239	28.0231	0.0013	0.0384	0.0149
Si	2.3014	4.7212	29.4279	-0.0138	-0.0014	-0.0017
Si	4.9511	7.522	29.1154	0.0062	0.0054	-0.005
Si	2.1404	-0.694	29.2223	0.0107	-0.021	-0.0019
Si	4.9667	1.9713	29.0301	0.009	-0.006	0.0035
Si	-3.351	4.7106	29.166	0.0201	-0.0112	-0.0051
Si	-0.5515	7.396	29.2368	0.0066	-0.0012	-0.0035
Si	7.7091	10.0832	29.4324	-0.01	0.0019	-0.0088
Si	-0.6227	1.9864	29.2235	-0.0091	0.0019	-0.0108
Si	0.8108	6.0445	30.6329	-0.0076	0.0037	0.0033
Si	3.53	8.8059	30.5435	-0.0153	0.0041	0.0039
Si	0.7579	0.6129	30.6174	-0.0046	0.0027	0.0136
Si	3.646	3.2407	30.621	0.0121	0.0039	0.0071
Si	6.242	6.0847	30.5673	-0.0089	0.0008	0.0044
Si	9.0632	8.6972	30.6938	0.0019	-0.0084	0.0053
Si	6.2504	11.5255	30.5644	-0.0071	0.0094	0.0066
Si	-1.9885	3.3346	30.5755	-0.01	0.0128	0.0025
Si	-0.5492	4.6506	31.9697	-0.2786	0.0553	-0.1116
Si	2.1853	7.3851	31.9697	0.0926	0.3598	-0.1073
Si	-0.5492	10.1196	31.9697	0.2181	0.0493	0.3771
Si	2.1853	1.9161	31.9697	0.1003	0.0666	0.0248
Si	4.9198	4.6506	31.9697	0.3238	0.1325	0.095
Si	7.6543	7.3851	31.9697	-0.1989	-0.3185	0.3491
Si	4.9198	10.1196	31.9697	-0.2221	0.2234	-0.2813
Si	7.6543	1.9161	31.9697	-0.2534	0.1413	-0.1892
Si	1.3673	-1.3673	3.418	0.0033	-0.7359	-0.6782
Si	4.1018	1.3673	3.418	0.557	0.2095	-0.5711
Si	1.3673	4.1018	3.418	0.0846	-0.045	0.5094
Si	4.1018	-4.1018	3.418	-0.0836	0.0869	0.2956
Si	6.8362	-1.3673	3.418	-0.2684	-0.1921	0.4661
Si	-1.3673	1.3673	3.418	-0.3138	0.3307	-0.0279
Si	6.8362	4.1018	3.418	-0.0148	-0.3111	-0.0949
Si	-1.3673	6.8362	3.418	0.3922	0.0382	-0.0865
Si	2.8341	-0.1106	4.6209	-0.0175	0.0037	-0.0062
Si	5.4683	2.7094	4.8068	-0.0064	-0.0087	0.0199
Si	2.7597	5.4692	4.8411	-0.0045	0.0035	0.0144
Si	5.4519	-2.7959	4.8912	0.0013	-0.0183	-0.0018
Si	-2.7684	0.0326	4.7767	-0.0098	0.0052	0.0142
Si	-0.0326	2.7249	4.8219	-0.0262	0.0128	0.0252
Si	8.2178	5.456	4.7359	0.0079	0.0046	-0.0182
Si	0.1191	-2.835	4.8039	-0.0136	-0.0001	-0.0069
Si	1.3892	1.1124	5.8625	0.0804	0.0953	-0.0111
Si	4.125	4.0945	6.203	0.0073	0.0014	0.0161
Si	1.4236	-4.2269	6.3768	0.0064	-0.0132	0.0403
Si	3.9297	-1.4379	6.1997	-0.0131	0.0086	0.0684
Si	-4.1974	1.2809	6.2423	0.0068	0.0001	0.0177
Si	-1.454	4.1587	6.2164	0.0029	-0.0381	0.0187
Si	6.8279	-4.315	6.2083	0.0052	0.005	0.0377
Si	-1.3803	-1.4372	5.9483	0.0663	0.0477	0.0428
Si	0.3623	-0.5471	7.2376	-0.1787	-0.1335	0.0056
Si	2.7524	2.4566	7.1757	-0.0463	0.0122	-0.0181
Si	-0.3868	-5.2074	7.7235	0.0284	0.0317	-0.0131
Si	2.5217	-2.61	7.8101	-0.0059	-0.0163	-0.027
Si	4.9452	0.2219	7.4976	0.035	-0.0164	-0.0525
Si	-2.9955	2.8791	7.4976	0.0099	-0.0186	-0.0608
Si	5.8289	4.9886	7.7241	-0.0452	0.0296	-0.0425
Si	-2.5788	-2.9043	7.2673	-0.0097	0.0161	-0.0294
Si	0.8181	3.2834	33.337	0.0967	0.0479	-0.0441
Si	3.5526	6.0179	33.337	-0.0116	-0.0264	-0.0637
Si	0.8181	8.7524	33.337	0.1682	0.1322	0.0385
Si	3.5526	11.4869	33.337	-0.063	-0.0987	0.0232
Si	6.2871	3.2834	33.337	0.1429	0.1118	0.0397
Si	-1.9164	6.0179	33.337	-0.0831	-0.0942	0.0435
Si	6.2871	8.7524	33.337	0.0868	-0.0213	-0.039
Si	-1.9164	0.5489	33.337	-0.0186	-0.0592	-0.0524
Si	2.1853	4.6506	34.7042	-0.0447	0.04	0.0041
Si	4.9198	7.3851	34.7042	-0.0445	-0.0236	-0.0084
Si	2.1853	10.1196	34.7042	-0.0466	-0.0308	0.001
Si	4.9198	1.9161	34.7042	-0.038	0.0933	-0.045
Si	-3.2837	4.6506	34.7042	0.0476	-0.0167	-0.0073
Si	-0.5492	7.3851	34.7042	-0.0423	-0.004	-0.052
Si	-3.2837	-0.8184	34.7042	-0.0026	0.0457	-0.0016
Si	-0.5492	1.9161	34.7042	-0.0095	-0.0258	-0.0013
Si	1.3673	1.3673	0.6835	0.0266	0.005	0.0223
Si	4.1018	4.1018	0.6835	-0.0362	0.0493	0.0119
Si	1.3673	6.8362	0.6835	0.1586	-0.085	0.013
Si	4.1018	-1.3673	0.6835	-0.009	-0.0413	0.0128
Si	6.8362	1.3673	0.6835	0.1272	-0.0996	-0.0059
Si	-1.3673	4.1018	0.6835	0.0095	-0.0404	0.009
Si	6.8362	-4.1018	0.6835	0.0165	-0.0496	0.0214
Si	-1.3673	-1.3673	0.6835	-0.0893	0.1196	0.0116
Si	0	0	2.0507	-0.0182	-0.0924	0.0839
Si	2.7345	2.7345	2.0507	-0.0354	-0.076	0.0341
Si	0	5.469	2.0507	-0.1269	0.0293	-0.0107
Si	2.7345	-2.7345	2.0507	-0.1424	0.0543	-0.0919
Si	5.469	0	2.0507	-0.0617	0.1037	-0.0711
Si	8.2035	2.7345	2.0507	-0.0543	-0.0223	-0.0488
Si	5.469	5.469	2.0507	-0.0263	-0.0604	0.0612
Si	8.2035	-2.7345	2.0507	0.0665	0.0124	0.0642
Si	-0.3184	-4.9555	10.7868	0.0019	0.0018	0.0027
Si	-5.4228	1.7624	12.3642	-0.0035	-0.0017	0.005
Si	3.0108	5.316	22.0761	-0.0037	0.002	-0.0007
Si	3.5363	7.9718	20.6378	0	0.0009	-0.0017
Si	1.8155	7.3362	25.7545	-0.0029	-0.0028	0.0023
Si	-1.0865	10.4667	15.6729	0.0013	0.001	0.0033
Si	0.7706	4.2082	18.3471	0.001	-0.0003	-0.0029
Si	4.4763	2.7455	22.7436	0.0013	-0.0004	0.0007
Si	3.5617	6.0382	12.8281	0.002	-0.0037	-0.0026
Si	6.3953	7.2899	20.9254	0.0007	0.0002	-0.0028
Si	1.612	4.2894	9.4092	-0.0076	0.0028	0.006
Si	8.7111	-2.1183	18.0749	0.001	-0.0014	0.0008
Si	-1.2166	2.4501	16.9974	-0.002	-0.0019	0.0023
Si	3.4824	9.1611	17.7865	0.0003	0.0016	-0.0003
Si	3.5695	14.8884	17.3926	-0.0014	-0.0005	0.0019
Si	-3.0955	3.2957	19.1281	0.0007	0.0022	-0.0002
Si	7.7541	-1.3005	9.7295	0.0051	-0.0002	-0.002
Si	11.1602	4.8086	21.2782	-0.0005	0.0013	-0.0026
Si	3.5441	8.7819	23.5765	-0.0034	0.0013	-0.001
Si	8.2533	0.7586	13.5078	0.005	0.0059	0.0012
Si	-4.0411	3.5559	10.3485	0.0049	-0.0059	0.0274
Si	8.1865	3.6825	14.7965	-0.0019	-0.0121	-0.0095
Si	-1.2494	16.893	19.1733	-0.001	0.0013	-0.0005
Si	1.0067	1.5002	9.359	-0.0051	0.0144	0.0117
Si	5.3394	-4.4371	23.6437	0	0.0007	-0.0007
Si	-0.1828	5.0136	25.8291	-0.0051	0.0071	-0.003
Si	6.1568	7.7614	16.8431	0	-0.0001	0.0019
Si	4.6882	-1.6524	10.0339	0.0082	-0.0043	0.0064
Si	-1.8762	1.6122	9.9676	0.0021	-0.0095	-0.0166
Si	-7.3789	8.8917	12.9514	-0.0023	0.0018	0.0057
Si	3.8892	6.3523	9.6347	0.0056	-0.0145	-0.0011
Si	-4.2715	4.1334	24.6265	0.0014	-0.0009	0.0038
Si	-0.3979	-2.6493	9.2156	-0.0019	0.0185	-0.013
Si	2.832	0.2882	11.4576	0.002	0.0016	0.0009
Si	-10.7962	1.446	12.1889	-0.0023	0.0021	0.0032
Si	-2.8198	9.8524	20.7386	0.0006	-0.0012	-0.0007
Si	3.8493	12.0224	16.9109	-0.0009	0.0001	0.004
Si	1.405	4.1324	12.3815	0.0032	0.0007	-0.0053
Si	-2.3305	-10.4719	23.2264	0.0002	-0.0009	-0.0055
Si	7.8997	5.6379	12.2779	0.0015	0.0013	0.0076
Si	5.9614	7.3561	13.7905	-0.0018	-0.0005	0.0011
Si	4.2604	11.5565	24.8542	0.0008	-0.0003	0.0062
Si	5.9026	16.2591	18.4921	0	-0.0022	0.0003
Si	7.1559	-0.1198	25.7465	-0.005	0.0062	0.0073
Si	6.621	12.3128	21.2916	0.0026	0.0008	-0.002
Si	1.9984	-0.7339	15.4316	0.0001	0.0001	0.0024
Si	5.3443	3.0039	15.2347	0.0023	0.0017	0.0026
Si	9.5949	14.2542	23.5421	0.0029	0.0043	0.0008
O	-2.6292	2.8298	10.7641	-0.0059	0.0055	0.0027
O	-4.4616	7.7871	15.259	-0.0005	0.0001	-0.0005
O	2.7284	-5.5288	8.9523	0.0008	-0.0065	0.0023
N	6.8682	3.8147	8.5789	0.0073	-0.0105	-0.0119
O	-0.3347	3.9124	24.6593	-0.0015	-0.0004	-0.0008
O	9.0493	-0.5209	21.9798	0.0007	0.0022	0.002
O	9.0376	2.0726	8.4047	0.0097	-0.0048	0.0214
O	5.6614	14.5077	23.4812	-0.0022	0.0005	-0.0016
O	2.3663	8.1141	24.4558	0.0037	0.0031	-0.0019
O	8.7324	15.5753	19.3757	0.0002	0.0006	-0.0023
O	3.7703	1.9233	23.9798	-0.0016	0.0002	-0.0002
O	-3.4805	13.4688	20.5027	-0.0027	-0.0032	0.0028
O	7.7222	7.4067	27.4283	0.0053	-0.0075	-0.0049
N	-0.2244	1.7439	10.5386	-0.0008	-0.0022	-0.0041
N	-1.3096	-3.7566	8.1725	0.003	-0.0267	0.0029
O	-3.4581	-1.8059	8.1891	-0.0001	0.002	0.0076
O	4.0244	1.5593	7.7238	-0.0032	0.0019	0.0114
O	-1.6184	-1.8275	9.9847	-0.004	-0.0016	-0.0014
O	-0.6696	-0.7387	27.4661	-0.0002	-0.0073	-0.0096
O	4.7548	4.7598	27.4031	0.0079	-0.0039	-0.0055
O	6.5182	9.4989	26.4867	0.0013	0.0097	-0.0145
O	-2.3439	10.4843	14.5837	-0.0008	0.0028	-0.0024
O	4.1119	10.69	17.8373	-0.0009	-0.0012	-0.0014
O	-1.5859	5.5868	26.457	0.0001	-0.0026	-0.0035
O	-1.0023	1.0204	16.2942	-0.0009	-0.0006	-0.0033
O	2.0741	2.097	27.5158	0.0116	-0.016	-0.0092
O	6.2811	17.4127	22.3202	-0.0012	0.0004	0.0016
O	-0.146	5.5239	18.0616	-0.0025	0.0001	0.0008
O	6.7354	3.8143	15.5335	0.0043	-0.003	-0.0069
O	7.6743	8.2952	21.0082	-0.0009	0.0006	-0.0004
O	4.9252	6.0662	13.7428	0.0005	0.0019	-0.0001
O	0.0915	0.5514	8.4151	0.0279	0.0163	-0.0113
O	2.9933	6.5803	26.6006	-0.0029	0.0009	-0.006
O	-0.5601	6.1277	20.6598	0.0008	0.0008	0.0019
O	5.3002	5.8382	9.0213	-0.0038	0.0109	0.0179
O	8.195	10.4808	24.5153	0.0045	-0.0017	-0.0066
O	-1.5814	3.6752	15.9455	-0.0001	-0.0002	-0.0025
O	2.5555	0.7355	15.9397	-0.0011	0.0005	-0.0017
O	0.7038	6.2545	25.2754	-0.0027	0.0018	-0.0009
O	8.9452	9.849	19.3267	-0.002	0.0013	0.001
O	3.0342	8.6939	22.0145	0.0001	0	0.0014
N	1.6434	2.8698	8.468	0.0136	0.0034	-0.0176
O	3.9527	6.0624	11.2338	0.0023	0.0014	0.0028
O	-1.8701	6.0799	11.2347	-0.0033	-0.0014	0.0002
O	-4.4593	14.7464	18.4295	0	0.0022	-0.0007
O	8.5463	2.2486	18.1124	-0.0004	0.0008	-0.0006
O	1.429	0.4254	12.3323	-0.0009	-0.0001	0
O	-6.0347	-0.372	9.0444	-0.0015	-0.006	0.004
O	-2.729	2.1887	14.2131	-0.0065	0.011	0.0106
N	3.7254	-2.9243	9.1541	-0.0166	0.0199	-0.0214
O	-2.8004	3.9149	23.9668	0	-0.0011	-0.0003
O	-4.7397	5.7151	24.7888	-0.0013	-0.0009	-0.0012
O	3.2736	17.2833	20.8049	0.0007	0.0003	0.0002
O	6.4047	17.034	19.8269	0.0001	0.003	0.0013
O	4.983	8.0635	23.9536	-0.0004	0.0007	-0.0007
N	0.0595	5.0622	9.3377	-0.0021	-0.0077	-0.0078
O	0.593	4.2491	27.0106	-0.0009	0.0043	-0.017
O	-5.7987	8.2516	20.5693	-0.0009	-0.003	0.0007
O	3.5667	2.375	17.8871	0	0.0014	-0.0016
O	3.8459	5.8516	23.3773	0.0004	0.0015	0.0008
O	-1.2815	0.7852	12.6455	-0.0027	0.0025	0.0012
O	0.9304	4.0461	19.986	-0.0008	0.0007	0.0033
O	2.3416	0.7599	9.9689	0.0024	-0.0035	0.0038
O	6.4332	-4.7242	17.2495	-0.0008	-0.0002	0.0003
O	8.4074	4.7618	13.5851	-0.0033	-0.0039	0.0023
O	-5.1906	2.5395	10.9334	0.0011	0.0019	-0.0027
O	6.8172	10.8528	20.5729	-0.001	0.0021	-0.0004
O	12.3344	16.2221	22.3094	0.0019	0.0001	0.0009
O	-4.1198	4.8691	11.3222	-0.002	-0.0013	-0.0036
O	3.5539	0.4136	26.3069	0.0014	0.0012	-0.0017
O	4.3109	5.0307	18.3727	0.0003	0.0016	-0.0014
O	6.5884	3.448	26.1239	0.0025	0.0018	-0.015
O	6.7828	0.6971	12.7224	0.0003	0.0033	-0.0001
O	11.3459	10.1882	15.0431	-0.0016	0.0008	-0.0018
O	4.1647	3.9603	15.862	0.0012	-0.0008	-0.0017
O	4.0136	12.1026	12.1644	-0.0002	-0.0016	-0.0009
O	1.1246	8.4943	26.6451	0.0045	-0.0036	-0.0102
O	13.0005	4.5025	17.4351	-0.0024	-0.0001	-0.0006
O	5.0643	1.7651	21.5575	-0.0009	0.0011	0.0008
O	1.9902	14.6637	10.9077	-0.0017	-0.0027	-0.0038
O	-1.8828	7.314	18.5915	-0.001	-0.0001	-0.0008
O	-0.8315	3.8412	22.0752	-0.0018	-0.0013	0.0015
O	13.5971	4.7342	13.2449	0	0.0022	0.0012
O	5.8735	0.7004	25.1514	-0.0021	-0.0017	-0.0009
N	0.9306	-1.8877	8.284	0.0473	-0.0107	0.01
O	2.258	-1.7709	16.6908	-0.0003	0.0004	-0.0008
O	-1.3424	9.3173	16.8032	-0.0016	0.0015	-0.0014
O	-1.2618	1.6653	23.57	-0.0004	-0.0011	0.0007
O	14.4375	14.6994	21.9109	0.0002	-0.0011	-0.0001
O	0.3054	-3.4689	10.4492	0.0038	-0.0033	0.0053
O	11.0811	2.8208	17.7864	0.0008	0.0031	-0.0013
O	5.3217	2.7984	13.6168	0.0003	-0.0013	-0.0032
O	0.6142	2.8321	12.9932	-0.0039	-0.0047	0
O	-4.6058	-1.8607	10.4736	-0.0077	-0.0029	0.0002
O	5.1498	8.6459	13.2298	-0.0023	0.0014	-0.0008
O	7.2683	1.2664	22.7749	-0.0007	0.0005	0.0004
O	7.1385	-2.1417	17.6308	-0.0002	0	-0.0018
N	3.5698	-1.2838	11.3844	0.0002	-0.0006	0.0004
O	4.6253	8.1468	17.2208	-0.0007	0.0005	-0.0008
O	0.4044	5.3836	12.1165	-0.0006	0.0001	0.0024
O	-2.9066	0.2975	10.0296	0.0018	0.0097	0.0033
O	2.8873	9.8153	14.1126	0.0005	0.0003	-0.0002
O	-2.8628	0.7714	26.7966	-0.0118	-0.0018	-0.0083
O	2.7664	7.4529	13.0556	-0.0016	0.0026	-0.001
O	3.7996	10.332	23.9102	-0.0004	0.0002	0.0007
O	5.1463	1.5255	15.9709	0	0.0019	-0.003
O	-3.6925	7.0112	12.8601	0.0015	-0.0024	-0.0016
O	2.9371	19.5588	19.2508	-0.0002	-0.0008	0.0019

Results
free energy: -151498.293 eV
free energy less fixed offsets of N -385.13, O -568.88, Si -635.61 eV per atom: -1.413 eV

The program warned: the cutoff lies below the one the program advises for these potential files; the exchange-correlation potential is rough where the density is thin.
